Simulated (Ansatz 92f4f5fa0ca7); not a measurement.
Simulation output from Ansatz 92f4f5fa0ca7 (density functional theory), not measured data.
Periodic cell of 224 atoms, Si133O89H1N1, from a study of silicon, its oxide and their interface. The atomic structure is a simulated model.
Doubt: the cutoff is far below the 930 eV that the study's wrapper takes by default for these files, so forces and energies are approximate.
This geometry differs little from another in the collection (a relaxation step or a small displacement).

Settings
functional: PBE
potential files: Ansatz PAW
basis: plane waves
wave-function cutoff: 580 eV
density cutoff ratio: 5
exchange-correlation grid ratio: 1
k mesh: 1 x 1 x 1, Gamma-centred
self-consistency stop: 5e-08 eV per atom in the density residual
occupations: fixed
spin: none
net charge: 0

Cell vectors (angstrom)
a  10.938  0  0
b  0  10.938  0
c  0  0  32.3532

Atoms: element, x, y, z (angstrom)
Si  0.3426  -0.3019  24.7579
Si  5.2899  0.2884  25.067
Si  3.0771  2.4718  25.0283
Si  7.9435  2.9236  25.0163
Si  -0.2027  5.6574  24.7869
Si  5.7552  5.1644  24.9067
Si  2.6216  8.3958  24.6532
Si  8.4932  7.896  24.8277
Si  1.4085  1.2882  26.179
Si  6.8334  1.4045  26.3954
Si  4.1779  4.0861  26.295
Si  9.6029  4.1085  26.1865
Si  1.4193  6.8411  26.0634
Si  6.8984  6.7912  26.1808
Si  4.0997  9.5284  26.1587
Si  9.6504  9.5247  26.114
Si  2.7557  -0.0485  27.5803
Si  8.2648  -0.0512  27.554
Si  0.0263  2.7014  27.5299
Si  5.4719  2.7483  27.6935
Si  2.7342  5.4816  27.5326
Si  8.2339  5.4459  27.5891
Si  0.049  8.1722  27.535
Si  5.4928  8.1749  27.5274
Si  4.1018  1.3673  28.935
Si  9.5708  1.3673  28.935
Si  1.3673  4.1018  28.935
Si  6.8362  4.1018  28.935
Si  4.1018  6.8362  28.935
Si  9.5708  6.8362  28.935
Si  1.3673  9.5708  28.935
Si  6.8362  9.5708  28.935
Si  0  0  30.3022
Si  5.469  0  30.3022
Si  2.7345  2.7345  30.3022
Si  8.2035  2.7345  30.3022
Si  0  5.469  30.3022
Si  5.469  5.469  30.3022
Si  2.7345  8.2035  30.3022
Si  8.2035  8.2035  30.3022
Si  1.3673  1.3673  31.6695
Si  6.8362  1.3673  31.6695
Si  4.1018  4.1018  31.6695
Si  9.5708  4.1018  31.6695
Si  1.3673  6.8362  31.6695
Si  6.8362  6.8362  31.6695
Si  4.1018  9.5708  31.6695
Si  9.5708  9.5708  31.6695
Si  2.7345  0  0.6835
Si  8.2035  0  0.6835
Si  0  2.7345  0.6835
Si  5.469  2.7345  0.6835
Si  2.7345  5.469  0.6835
Si  8.2035  5.469  0.6835
Si  0  8.2035  0.6835
Si  5.469  8.2035  0.6835
Si  4.1018  1.3673  2.0507
Si  9.5708  1.3673  2.0507
Si  1.3673  4.1018  2.0507
Si  6.8362  4.1018  2.0507
Si  4.1018  6.8362  2.0507
Si  9.5708  6.8362  2.0507
Si  1.3673  9.5708  2.0507
Si  6.8362  9.5708  2.0507
Si  0  0  3.418
Si  5.469  0  3.418
Si  2.7345  2.7345  3.418
Si  8.2035  2.7345  3.418
Si  0  5.469  3.418
Si  5.469  5.469  3.418
Si  2.7345  8.2035  3.418
Si  8.2035  8.2035  3.418
Si  1.2217  1.4995  4.7708
Si  6.7994  1.3909  4.8258
Si  4.134  4.029  4.7924
Si  9.5397  4.1126  4.854
Si  1.3671  6.8209  4.764
Si  6.7968  6.8949  4.784
Si  4.0782  9.6195  4.7719
Si  9.6054  9.5503  4.7185
Si  2.6714  0.1455  5.9656
Si  8.1833  -0.0735  6.0334
Si  -0.1761  2.7227  6.3833
Si  5.4374  2.6863  6.3358
Si  2.6719  5.3625  6.0615
Si  8.1674  5.5317  6.161
Si  0.0425  8.2272  6.1099
Si  5.3984  8.2569  6.1837
Si  3.6746  1.5539  7.564
Si  9.617  0.8948  7.6108
Si  1.5298  3.9081  7.5586
Si  6.5352  4.4515  7.49
Si  4.1988  6.5877  7.3125
Si  9.3733  7.1541  7.4178
Si  1.1965  9.9042  7.2942
Si  7.0766  9.3638  7.4431
O  9.6057  6.777  24.2928
O  4.1806  1.3654  24.4639
O  8.1974  8.2194  7.8845
O  2.649  2.7771  8.0298
O  6.86  4.0274  24.4133
O  1.4692  9.5261  24.2118
O  5.3679  5.5575  7.8415
O  0.007  -0.0385  7.8352
O  7.0916  4.0476  8.979
O  6.7109  10.2149  8.8298
O  10.1958  6.7068  8.776
O  2.0777  9.5787  8.637
O  3.8996  0.6344  8.9404
O  1.0561  4.7149  8.9314
O  8.8767  0.7875  9.1136
O  3.3872  7.139  8.6157
O  7.7655  8.5193  23.4815
O  8.5446  2.0566  23.7712
O  5.0854  5.7717  23.5382
O  2.4883  3.2595  23.7288
O  10.6197  0.4124  23.4181
O  0.4256  4.935  23.4296
O  3.3775  7.7833  23.2828
O  6.1786  10.6552  23.8293
Si  9.5569  2.5281  19.9448
Si  5.608  6.69  19.651
Si  7.9659  3.4483  14.5585
Si  13.3436  3.238  13.3622
Si  4.6968  1.448  13.5875
Si  5.0144  7.2273  14.3141
Si  4.0044  5.4793  12.266
Si  4.0101  6.4435  22.519
Si  9.6229  10.7059  14.3924
Si  6.8135  5.5644  12.6207
Si  7.3514  1.928  12.1838
Si  3.3141  13.5067  17.8486
Si  7.9949  4.3738  10.2846
Si  9.2369  7.8581  14.6899
Si  7.5417  0.4974  18.4866
Si  9.7831  5.183  16.2527
Si  7.6856  9.6618  16.3142
Si  2.2154  11.3384  12.4337
Si  8.0033  15.8453  18.8044
Si  12.4811  13.4556  20.0828
Si  -1.6493  1.0706  22.7265
Si  4.9318  10.0443  15.4074
Si  2.8435  10.9204  19.232
Si  5.5581  9.6592  20.115
Si  10.7509  5.4672  9.6814
Si  7.0969  9.8364  22.7877
Si  6.2773  13.8275  17.0394
Si  -3.1225  -0.1945  9.9335
Si  1.7651  4.2938  16.1036
Si  -1.7148  9.1435  12.0096
Si  1.024  8.899  14.2678
Si  3.4683  7.6407  10.1518
Si  1.7439  4.271  22.7147
Si  2.5848  9.1249  16.9495
Si  13.9966  10.3654  9.6844
Si  4.0264  6.4161  17.0773
Si  11.6702  -3.477  11.7069
O  5.103  6.6822  15.8594
O  3.741  2.658  14.1202
O  6.6442  3.2248  15.4852
O  3.9742  10.0893  20.0786
O  4.2175  6.4516  10.9693
O  1.3274  3.3463  21.4541
O  4.0807  9.173  10.2173
O  -3.386  -5.2238  11.1524
O  10.6402  -2.2735  11.389
O  9.2362  3.7798  15.5455
O  5.4355  4.7152  12.39
O  3.5555  10.2093  16.2252
O  6.3545  6.9207  13.4199
N  10.3525  9.177  14.7619
O  6.0753  9.6472  16.4783
O  9.7786  6.3815  15.1273
O  13.7657  4.3418  12.2032
O  6.7363  1.3714  17.371
O  1.7232  8.5545  15.6957
O  1.9605  9.8956  18.2689
O  14.2567  7.8077  17.5356
O  4.6957  14.0853  17.2519
O  8.6645  12.3716  19.1577
O  5.8355  2.1187  12.6879
O  8.2465  2.1324  13.5884
O  2.7533  5.4485  22.2286
O  8.9011  14.9669  19.8603
O  2.0736  10.9554  10.8574
O  -3.1442  4.7596  13.6271
O  10.6266  11.8718  14.9031
O  7.8731  3.1216  11.2656
O  8.7351  7.9735  13.0967
O  2.7482  14.1896  19.2386
O  12.4853  4.0441  14.4936
O  8.2834  10.8155  22.2359
O  12.9499  7.7809  10.8071
O  12.5732  1.9329  12.7063
O  8.1675  10.7037  15.1476
O  4.7793  16.8736  18.4473
O  8.2764  10.1604  17.7538
O  5.3199  11.4908  14.7833
O  3.8225  0.4227  12.6819
O  7.0035  14.8237  18.0666
O  -1.5746  10.6103  12.759
O  9.7077  2.0032  21.4747
O  5.7897  8.275  19.2806
O  2.9345  5.3475  16.524
O  -2.6062  -1.567  10.67
O  6.4586  21.8302  19.5626
O  12.0231  7.5464  13.3105
O  6.0834  9.351  21.6234
O  2.1435  2.833  16.7389
O  7.1081  16.9306  19.6561
O  7.2457  11.5792  11.2066
O  8.9369  16.5058  17.6109
O  1.9292  0.9071  20.2441
O  3.773  -4.4922  13.5769
O  8.0905  8.1624  15.8222
O  0.1867  6.0032  11.1875
O  4.7941  8.8461  14.2938
O  11.0514  13.5237  19.2894
O  4.7957  6.6416  21.0887
O  1.5876  10.2007  13.4333
O  11.3126  4.8862  16.7011
O  3.5944  1.0149  18.2137
O  9.5451  4.3964  9.812
H  10.3344  12.7969  14.8955

Results
free energy: -135567.250 eV
free energy less fixed offsets of H -15.97, N -385.13, O -568.88, Si -635.61 eV per atom: 0.300 eV

Forces (eV/angstrom), in the order of the atoms: element, x, y, z
Si  -0.0118  0.0132  0.0041
Si  0.0133  -0.0167  0.0307
Si  -0.0134  0.0079  -0.0504
Si  0.0142  -0.01  0.0004
Si  0.0115  -0.0177  0.0078
Si  -0.0093  0.0086  0.0023
Si  0.0138  -0.004  0.0196
Si  -0.0058  0.0076  0.0088
Si  -0.0074  0.0029  0.0017
Si  -0.003  -0.0035  -0.0057
Si  0.0003  0.0102  -0.0013
Si  0.0031  -0.0011  -0.0041
Si  -0.0023  0.0007  -0.0052
Si  -0.0051  0.0057  0.0007
Si  0.0024  0.001  -0.0072
Si  -0.0032  0.0032  0.0004
Si  0.0047  -0.0004  0.0033
Si  0.0032  -0.0037  0.0006
Si  0.0016  -0.0021  0.0053
Si  0.0031  -0.0045  0.0078
Si  0.0012  -0.0036  0.0057
Si  -0.0017  -0.0027  0.0049
Si  -0.0007  0.0014  -0.0012
Si  0.0021  -0.0014  0.0034
Si  -0.2521  -0.2893  0.4186
Si  0.1663  -0.1009  -0.1481
Si  0.0279  -0.0249  -0.3174
Si  0.3226  0.2793  0.6529
Si  0.0191  0.0143  -0.2249
Si  0.2202  0.0305  -0.0311
Si  0.0008  -0.1785  0.0898
Si  0.1087  -0.1625  -0.2529
Si  0.0145  0.0158  -0.0183
Si  -0.0417  0.0691  -0.0123
Si  -0.0165  -0.0567  0.0046
Si  -0.0515  0.0782  -0.0013
Si  -0.0629  0.032  -0.0129
Si  0.067  0.0184  0.0049
Si  -0.0339  0.0555  -0.0181
Si  -0.0036  0.0099  -0.0163
Si  -0.0237  -0.0043  -0.0005
Si  0.0424  -0.0657  -0.0161
Si  0.0225  0.0049  -0.0199
Si  0.036  -0.0453  -0.0152
Si  0.0922  -0.0301  -0.0274
Si  -0.0196  -0.0088  -0.0086
Si  0.0016  -0.0467  -0.0229
Si  -0.0124  0.0244  -0.0158
Si  0.0603  -0.0048  -0.0149
Si  -0.0521  0.0473  0.0069
Si  -0.0233  0.0238  0.0494
Si  -0.0446  0.043  0.0402
Si  -0.0919  0.0365  -0.0001
Si  0.0087  -0.0127  -0.0188
Si  -0.0228  0.0041  0.0312
Si  0.0289  0.022  0.044
Si  -0.1141  -0.145  0.017
Si  -0.0102  -0.1422  -0.0148
Si  0.1499  0.0406  -0.0096
Si  0.0608  0.0605  0.0233
Si  -0.0236  -0.0595  0.0142
Si  -0.1233  -0.0973  0.0051
Si  0.0703  0.0791  0.0036
Si  0.0924  0.0382  0.0111
Si  -0.028  0.3272  -0.3734
Si  0.0698  0.187  -0.0135
Si  -0.2562  0.1182  -0.1344
Si  -0.1128  0.1091  0.3755
Si  -0.201  -0.2034  0.1364
Si  0.002  -0.0804  0.1494
Si  0.055  0.0307  0.0061
Si  -0.0502  -0.0569  -0.301
Si  -0.0034  0.0023  -0.0009
Si  0.0004  0.003  -0.0062
Si  0.0028  -0.0011  -0.0026
Si  0.0007  -0.0003  -0.006
Si  0.0011  0.0011  -0.0047
Si  0.0008  0.0049  -0.0002
Si  -0.0052  0.0033  -0.0028
Si  0.0018  0.0019  -0.005
Si  0.0035  -0.0075  0.001
Si  -0.006  -0.0031  0.0076
Si  0.0024  0.0004  0.0004
Si  -0.0034  -0.0041  -0.0011
Si  -0.0037  0.0023  0
Si  0.0017  0.0011  -0.0007
Si  -0.0048  -0.0076  -0.0011
Si  -0.0058  -0.0076  -0.0013
Si  0.0055  -0.0048  -0.0042
Si  0.0042  -0.0008  -0.0014
Si  -0.0063  0.0057  0
Si  0.0041  -0.0022  0.0072
Si  -0.001  0.0124  -0.0052
Si  0.0013  0.0012  0.0009
Si  0.0098  -0.0006  0.0066
Si  0.0022  0.001  0
O  -0.0036  0.0068  -0.0087
O  -0.0201  0.0208  -0.0077
O  0.0009  -0.0009  0.0035
O  -0.0004  0.0013  0.0053
O  -0.0031  0.0024  -0.0077
O  -0.0036  0.0007  -0.0099
O  0.001  -0.0042  0.0043
O  -0.0039  0.0046  0.0019
O  0.0029  0.0008  0.001
O  0.002  0.0029  0.0008
O  0.0003  -0.0012  0.0006
O  -0.0002  0.0012  -0.002
O  -0.0014  -0.0022  0.0036
O  0.0012  -0.0008  -0.0005
O  -0.0005  0.0012  -0.0016
O  -0.0016  0.0017  0.0057
O  0.0019  -0.0033  -0.0037
O  0.003  -0.003  -0.006
O  0.0032  -0.0004  -0.0022
O  -0.0046  0.0046  0.0093
O  -0.0031  0.0013  -0.0054
O  0.0064  -0.0051  -0.0091
O  -0.0005  -0.0007  -0.0072
O  -0.0014  -0.0011  -0.0129
Si  0.0007  0.0004  0.006
Si  -0.0024  -0.0015  -0.0009
Si  0.0008  -0.0013  -0.0008
Si  -0.0012  0.0021  0.0005
Si  0.0007  0.0003  0.0011
Si  -0.0005  0.0001  -0.0008
Si  -0.0014  0.003  0.0009
Si  -0.006  -0.0037  0.0009
Si  -0.0018  0.0014  -0.0014
Si  0.0019  0.003  0.0022
Si  0.0021  0  -0.0016
Si  -0.0006  -0.0012  -0.0043
Si  0.0056  -0.007  -0.0018
Si  0.0009  -0.0017  -0.0006
Si  -0.0029  -0.0001  -0.0041
Si  0.0003  0.0012  -0.0021
Si  -0.004  0.0016  -0.0017
Si  -0.0041  -0.0005  -0.0035
Si  0.0004  0.0009  -0.0047
Si  -0.0016  0.0023  0.0069
Si  -0.0023  0.0054  0.006
Si  -0.0021  0.0018  0.0011
Si  -0.0005  0.0014  -0.0051
Si  0.0003  -0.001  0.0013
Si  -0.003  -0.0007  -0.0013
Si  0.0033  0.0038  0.0019
Si  -0.0019  0.0011  -0.0029
Si  -0.0027  -0.0006  -0.0002
Si  -0.0012  0.0015  0.0002
Si  -0.0003  -0.0002  -0.0008
Si  0.0006  -0.0017  0.0019
Si  -0.0007  -0.0001  -0.0044
Si  0.0099  -0.0228  0.0051
Si  0.0002  0.0003  -0.002
Si  0.0023  0.0007  -0.0011
Si  -0.0017  0.0001  -0.0008
Si  0.001  -0.0003  -0.0019
O  -0.0008  0.0005  -0.0007
O  -0.0005  -0.0001  0
O  -0.0004  0.001  0.0005
O  -0.0001  0.0005  0.0015
O  -0.0004  -0.0029  0.0018
O  0.0103  0.0138  0.0213
O  0.0004  0.0005  0.001
O  -0.001  0.0003  0.0004
O  -0.0003  -0.0001  0.0015
O  -0.0008  -0.0002  0.0007
O  -0.001  -0.0033  -0.0018
O  0.0017  -0.0009  -0.0013
O  -0.0019  0.0021  0.0012
N  -0.0002  -0.0012  -0.0029
O  -0.0014  -0.001  0.0007
O  -0.0013  0.0011  0.0006
O  -0.001  -0.0013  -0.0014
O  -0.0004  0.0005  0.0027
O  -0.0024  0.0001  -0.0017
O  -0.0016  -0.0004  0.0029
O  -0.0006  0.0009  -0.0003
O  0.001  0.0006  0.0003
O  -0.0012  -0.0004  0.0007
O  -0.0028  0.0005  -0.0003
O  -0.0006  0.0016  0
O  -0.0022  -0.0096  0.0019
O  -0.001  -0.0004  0.0016
O  -0.0046  0.002  0.0043
O  -0.0016  -0.0025  0.0006
O  -0.0112  0.0388  0.004
O  0.0002  0.0044  -0.0062
O  0.0011  0.0021  0.0004
O  -0.0008  0.0017  0.0008
O  -0.0006  0.0002  0.0003
O  -0.0006  0.002  0.0007
O  -0.003  -0.0014  -0.0001
O  -0.0008  0.0004  -0.0014
O  -0.0008  -0.0017  0.0027
O  -0.0009  -0.0003  -0.0004
O  0.0006  0  0.0031
O  -0.0012  0.0004  -0.0006
O  0.0008  0.0009  -0.0003
O  -0.0005  -0.0013  0.001
O  -0.0002  -0.0017  0.0004
O  -0.0028  -0.0029  0.0026
O  -0.0002  0.0021  0.0021
O  -0.0002  0.0003  0.002
O  -0.0015  -0.0012  -0.0003
O  0.0005  0.0004  0.0007
O  -0.0026  0.0028  0.0011
O  -0.0036  -0.0011  -0.0071
O  -0.0005  0.0004  0.0022
O  0.0005  -0.0005  0.0024
O  -0.0003  0.0037  -0.0001
O  -0.0005  -0.0002  0.0021
O  -0.0005  -0.0007  0.0004
O  -0.0001  -0.0004  0.0009
O  0  -0.0008  0.0007
O  0.0007  0.003  0.0046
O  -0.0002  -0.0006  0.0007
O  0.0008  0  0.0022
O  0.0026  0.0003  -0.0019
O  -0.0029  -0.0033  0.0017
O  0  -0.0007  0.0004
O  -0.0007  0.0006  0.0028
O  -0.0095  0.0019  0.0003
H  0.0133  -0.0384  -0.0046

The program warned: the cutoff lies below the one the program advises for these potential files; the forces do not sum to zero within the program's tolerance; the exchange-correlation potential is rough where the density is thin.
